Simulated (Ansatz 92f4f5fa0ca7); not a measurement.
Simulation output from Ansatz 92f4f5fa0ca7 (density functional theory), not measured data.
Periodic cell of 257 atoms, Si144O113, from a study of silicon, its oxide and their interface. The atomic structure is a simulated model.
This geometry differs little from another in the collection (a relaxation step or a small displacement).

Settings: functional r2SCAN; potential files Ansatz PAW; basis plane waves; wave-function cutoff 800 eV; density cutoff ratio 5; exchange-correlation grid ratio 1; k mesh 1 x 1 x 1, shifted by 0.5 0.5 0 of a step; self-consistency stop 1e-10 eV per atom in the density residual; occupations fixed; spin none; net charge 0.

Cell vectors (angstrom)
a, 10.88, 0, 0
b, 0, 10.88, 0
c, 0.7525, 1.6661, 35.8947

Atoms and the computed forces on them: element, x, y, z (angstrom), force x, y, z (eV/angstrom)
Si, 11.6622, 3.7718, -7.3827, 0.0135, -0.007, -0.0313
Si, 9.5553, 2.86, -4.2054, 0.0012, 0.0011, 0.0034
Si, 5.7479, 7.8038, -1.0075, -0.0055, -0.0321, 0.0595
Si, 5.7286, 5.9546, -8.7732, 0.0094, 0.0113, -0.0471
Si, 2.8799, 3.5311, -5.3177, 0.0048, 0.0028, -0.0199
Si, 7.1107, 3.2029, -0.0181, -0.0113, 0.0104, 0.052
Si, 5.813, 3.9152, -6.4655, -0.0059, -0.0104, -0.0307
Si, 2.0246, 3.6402, -0.6257, 0, 0.0115, 0.0428
Si, 6.2828, 7.6342, 1.3662, 0.0062, 0.0076, -0.0046
Si, 9.9669, 11.3543, 0.5829, 0.0234, 0.0056, 0.0617
Si, 6.1488, 2.367, 1.8746, 0.0153, 0.0064, -0.022
Si, 9.2633, 5.184, 1.2958, -0.0025, -0.0078, 0.0317
Si, 1.7428, 8.2166, 1.2783, -0.0053, -0.0034, 0.0285
Si, 4.6006, 11.484, 1.6834, 0.0014, -0.0052, 0.0334
Si, 10.8839, 14.9429, 2.6381, 0.0026, -0.0016, -0.0069
Si, 4.6697, 5.8694, 1.6459, -0.0066, -0.0005, -0.0053
Si, 5.4935, 9.5029, 2.6718, 0.002, 0.0038, -0.0017
Si, 8.0248, 12.3796, 2.8633, 0.0016, 0.0057, 0.0277
Si, 5.3549, 4.1606, 3.0427, 0.0057, -0.0018, -0.0084
Si, 8.0421, 6.68, 2.649, 0.0104, 0.0009, -0.0003
Si, 10.9824, 9.306, 2.5411, 0.0113, -0.009, 0.0281
Si, 13.6374, 12.316, 2.852, -0.0036, -0.002, -0.0066
Si, 12.2265, 13.4573, 1.3767, 0.0085, 0.012, 0.0084
Si, 2.8721, 6.8156, 2.7324, -0.008, -0.0039, -0.0064
Si, 4.1048, 8.2414, 4.1203, -0.0014, 0.0003, 0.0062
Si, 6.8885, 10.7638, 4.1138, 0.0057, -0.0065, 0.0001
Si, 3.9722, 13.6709, 4.3024, -0.0028, 0.0035, 0.0075
Si, 6.8465, 5.4495, 4.2461, -0.0041, -0.0005, 0.0022
Si, 9.489, 8.0954, 3.9409, 0.0013, 0.0038, -0.0029
Si, 12.1801, 10.8498, 3.9885, -0.0035, -0.0041, -0.0038
Si, 9.5351, 13.663, 4.1118, -0.0035, -0.0021, 0.0021
Si, 12.2656, 5.4376, 3.9955, 0.0003, -0.0017, 0.0031
Si, 5.4363, 6.8477, 5.5031, 0.0018, 0.0007, -0.0009
Si, 8.216, 9.4313, 5.4627, 0.0009, 0.0032, -0.0002
Si, 5.4706, 12.2099, 5.4129, 0.0013, -0.0008, 0.0001
Si, 8.217, 14.9727, 5.5265, 0.0047, 0.0034, -0.0004
Si, 10.8784, 6.7919, 5.338, 0.0005, -0.003, 0.0012
Si, 13.5605, 9.5598, 5.4123, 0.0033, 0.0003, 0.0003
Si, 10.8688, 12.2245, 5.417, -0.0007, -0.0019, 0.0028
Si, 13.4999, 15.0275, 5.5649, -0.0008, -0.0002, 0.0011
Si, 6.8197, 8.1566, 6.8661, 0.0007, -0.0014, 0.0045
Si, 9.5293, 10.8631, 6.7995, 0.0014, -0.0017, 0.0017
Si, 6.8135, 13.5795, 6.777, -0.0006, 0.0002, 0.0021
Si, 9.5714, 5.4688, 6.8069, 0.0018, 0.0011, 0.0037
Si, 12.2206, 8.1574, 6.7226, -0.0011, 0.0012, 0.0019
Si, 4.0774, 10.8907, 6.7675, -0.0031, 0.0004, 0.0046
Si, 12.1838, 13.586, 6.8524, 0.0032, -0.0003, 0.0015
Si, 4.0619, 5.4815, 6.8526, 0.0001, 0.0006, 0.003
Si, 5.4133, 9.5457, 8.165, 0.0015, -0.0008, 0.0009
Si, 8.1429, 12.2353, 8.1484, 0.0035, 0.0001, 0.0027
Si, 5.461, 14.9394, 8.1316, -0.0002, 0.0015, 0.0025
Si, 8.1962, 6.7782, 8.1832, 0.0012, -0.001, 0.0025
Si, 10.9081, 9.4977, 8.1293, -0.0003, 0.0002, 0.0032
Si, 2.7502, 12.2388, 8.1503, -0.0021, -0.0014, 0.002
Si, 10.8506, 4.095, 8.2016, -0.0005, 0.0009, 0.0019
Si, 13.5567, 6.8547, 8.1548, 0, -0.0004, 0.0024
Si, 4.0349, 8.194, 9.5245, -0.0006, 0.0012, 0.0019
Si, 6.7631, 10.9177, 9.5132, -0.0007, 0.0004, 0.0026
Si, 4.1231, 13.5863, 9.5031, 0.0004, -0.0006, 0.0034
Si, 6.8211, 5.3999, 9.5059, 0.0033, 0.0004, 0.0036
Si, 9.5594, 8.1517, 9.5117, 0.0003, -0.0002, 0.0035
Si, 12.292, 10.8348, 9.4838, -0.0003, 0, 0.0029
Si, 9.4665, 13.6148, 9.5256, 0.0006, -0.0005, 0.0023
Si, 12.2212, 5.4851, 9.5163, -0.0014, 0.0016, 0.001
Si, 5.4193, 6.7811, 10.7754, 0, -0.0009, -0.0007
Si, 8.1472, 9.5216, 10.7682, -0.0011, 0.0021, -0.002
Si, 5.4376, 12.2486, 10.9545, -0.0007, 0.0002, 0.0004
Si, 8.1289, 4.072, 10.9587, 0.001, 0.0015, 0.0031
Si, 10.8918, 6.8249, 10.9486, 0.0009, 0.0006, 0.0031
Si, 2.7178, 9.5272, 10.9738, -0.0014, -0.0004, 0.0021
Si, 10.8975, 12.2153, 10.7375, -0.0016, -0.0018, -0.0004
Si, 2.7593, 14.9972, 10.759, 0.0041, 0.0022, 0.0009
Si, 6.7686, 8.1587, 12.0701, 0.006, -0.0017, 0.0009
Si, 9.5466, 10.8523, 12.0694, 0.0014, -0.0015, 0.005
Si, 6.7751, 13.6003, 12.3692, 0.0004, -0.0011, 0.0064
Si, 9.5013, 5.4715, 12.2907, 0.0011, -0.0021, 0.0023
Si, 1.3788, 8.1484, 12.3845, -0.0006, 0.001, 0.002
Si, 4.0901, 10.8852, 12.3525, 0.0018, 0.0002, 0.0062
Si, 12.2808, 13.5983, 11.9974, 0.0007, 0, 0.0042
Si, 4.1034, 5.4256, 12.1592, -0.0011, 0.0004, 0.0061
Si, 5.5123, 9.4331, 13.5977, -0.002, -0.0022, -0.0024
Si, 8.2566, 12.1609, 13.5139, 0.0062, 0.0036, -0.006
Si, 5.3501, 4.1232, 13.6855, 0.0016, 0.0046, -0.0008
Si, 8.0465, 6.8778, 13.5399, 0.0005, 0.0037, -0.004
Si, -0.0877, 9.5664, 13.6112, -0.0043, -0.003, -0.0045
Si, 2.6608, 12.3622, 13.5358, -0.0027, 0.005, -0.0048
Si, 10.9853, 4.0279, 13.4192, 0.0041, -0.0035, -0.0113
Si, 2.8314, 6.7299, 13.6545, 0.0047, 0.0037, -0.0096
Si, 4.6249, 7.6656, 14.9191, -0.009, 0.0081, 0.0349
Si, 7.3373, 10.375, 14.7348, 0.0045, 0.0013, -0.0074
Si, 3.546, 3.2017, 14.9276, -0.0047, 0.0098, -0.0159
Si, 6.3534, 5.8914, 14.8802, -0.008, -0.0012, -0.0061
Si, 8.9763, 8.6373, 14.8395, -0.0025, 0.0045, -0.0008
Si, 0.832, 11.4406, 14.6758, -0.0022, 0.0049, -0.0193
Si, 8.6853, 2.8756, 17.3026, -0.0051, -0.0039, 0.0306
Si, 1.7833, 4.9415, 14.7851, -0.0119, 0.0069, 0.0158
Si, 4.4413, 10.0948, -5.0768, 0.0056, -0.0053, -0.0134
Si, 10.07, 13.1539, 14.6435, -0.0085, 0.012, 0.0398
Si, 5.9664, 10.0962, 21.5746, 0.0024, -0.0076, -0.0251
Si, 10.1196, 10.268, 20.9491, 0.0007, 0.0054, -0.0152
Si, 4.774, 5.0976, -0.5362, 0.0055, 0.0146, 0.0255
Si, 1.4693, 11.089, 16.862, -0.0005, -0.0172, 0.0409
Si, 2.7027, 9.1677, 24.1899, -0.0167, -0.0134, -0.0526
Si, 12.0778, 7.9729, 21.961, 0.0062, -0.0002, -0.0296
Si, 4.706, 7.0257, 24.6256, -0.0007, 0.0044, -0.047
Si, 3.8407, 8.3541, 20.336, -0.0021, -0.0001, -0.0045
Si, 3.0115, 8.4767, 17.4848, -0.0064, 0.0089, 0.0323
Si, 2.6917, 12.1189, 24.0682, 0.0061, 0.0003, -0.0557
Si, 8.3644, 11.8916, -1.924, -0.0094, 0.0097, 0.0405
Si, 5.6651, 12.0852, -7.0617, -0.0062, 0.0025, -0.0366
Si, 1.4125, 13.0641, -3.2512, 0.0017, 0.0088, 0.0287
Si, 9.8874, 9.2234, -8.0002, -0.0104, 0.0004, -0.054
Si, 4.2983, 3.5064, 19.6058, -0.0001, -0.0117, 0.0116
Si, 12.2283, 4.1174, 19.5207, 0.0008, 0.0002, 0.0006
Si, 7.7771, 7.8253, -9.7739, 0.0063, -0.0176, -0.0464
Si, 11.1659, 6.3137, -0.7606, 0.0141, -0.0145, 0.0601
Si, 3.5298, 10.0544, -0.5601, 0.0208, -0.0006, 0.0531
Si, 8.137, 5.1537, -5.3825, -0.0121, 0.0011, -0.0165
Si, 7.4354, 5.7424, 16.9935, 0.0262, -0.018, 0.0112
Si, 10.7126, 12.3899, 19.0493, -0.0005, -0.001, 0.0199
Si, 8.32, 9.1139, 23.026, 0.0016, 0.0127, -0.0404
Si, 11.1079, 7.7263, -3.5079, -0.0079, -0.0114, 0.0172
Si, 6.7682, 9.4796, -3.2659, -0.002, -0.0087, 0.0185
Si, 1.6774, 6.138, -5.7905, 0.008, 0.0056, -0.0199
Si, 8.1645, 6.2205, 21.8431, -0.0025, 0.0008, -0.0216
Si, 9.473, 3.1519, -7.0707, -0.0062, 0.0026, -0.0091
Si, 4.5883, 12.5814, -9.7996, -0.0121, 0.0028, -0.0516
Si, 8.7622, 8.2808, -5.1439, -0.0006, 0.0009, -0.0145
Si, 5.9201, 6.0537, 19.6712, -0.0267, 0.0023, -0.0018
Si, 11.6092, 3.4661, 24.1949, -0.0056, 0.0043, -0.0489
Si, 6.5014, 10.5741, -9.4072, -0.009, -0.005, -0.0456
Si, 5.0066, 13.0338, 22.2207, -0.0081, -0.0094, -0.0312
Si, 8.9007, 7.5921, 16.9718, 0.0084, -0.0169, 0.0123
Si, 7.807, 9.7146, 19.0089, -0.0008, 0.0132, 0.029
Si, 4.036, 12.8559, 16.9096, 0.0226, -0.023, 0.054
Si, 1.8415, 9.0295, -9.1851, -0.003, -0.0031, -0.0447
Si, 2.0138, 10.243, -3.2682, 0.0102, -0.0024, 0.0226
Si, 9.0693, 11.9459, -9.2168, 0.004, -0.0151, -0.0563
Si, 3.8365, 8.0095, -7.193, 0.0018, -0.0005, -0.0385
Si, 11.7087, 6.2935, 17.5014, 0.0076, 0.0104, 0.0353
Si, 6.2177, 4.731, 23.5931, -0.0077, -0.002, -0.0388
Si, 2.0344, 3.2768, -10.2159, 0.0116, -0.0102, -0.0553
Si, 10.7812, 5.0763, 21.919, 0.0148, 0.0057, -0.0316
Si, 6.7446, 11.5067, 16.6685, -0.0182, 0.0145, 0.0346
O, 4.8059, 6.9864, -7.9541, -0.0053, 0.0006, 0.0204
O, 9.5198, 11.2794, -0.9654, -0.0124, 0.0001, -0.0287
O, 12.1994, 8.8137, -3.0775, -0.0019, 0.0041, -0.0011
O, 8.8154, 4.3099, -4.1688, 0.0014, -0.004, 0.0029
O, 2.5609, 9.4724, 0.6086, 0.0128, 0.0169, -0.0301
O, 4.2485, 11.3544, 0.0753, -0.0084, -0.0083, -0.0445
O, 11.2825, 12.262, 0.7335, -0.0324, -0.0262, -0.0211
O, 9.3712, 8.7912, -6.542, -0.0013, -0.0094, 0.0346
O, 4.618, 8.9457, -0.9265, -0.0112, 0.0108, -0.028
O, 8.7704, 11.9336, 1.4734, 0.0251, -0.0077, -0.0475
O, 10.2243, 9.8796, 1.1797, -0.0155, 0.0218, -0.0366
O, 4.1753, 13.3896, 20.8724, 0.0052, 0.0021, 0.0034
O, 6.7908, 9.6441, 20.253, 0.0044, -0.0051, -0.0103
O, 1.9959, 9.5561, 16.8581, -0.0053, 0.0086, -0.0107
O, 6.143, 4.261, -0.7732, 0.0022, -0.0018, -0.0248
O, 4.2185, 8.1666, 16.4484, 0.0144, -0.0122, -0.0399
O, 4.9718, 6.4327, -1.4546, 0.0067, 0.0016, -0.009
O, 4.661, 8.8661, -6.1066, 0.0013, 0.0074, 0.0176
O, 10.814, 6.7674, -2.2569, -0.0008, 0.0168, -0.0302
O, 3.5456, 9.0527, 18.9002, -0.0019, -0.0058, -0.0157
O, 6.3106, 6.1344, 18.1121, 0.0078, -0.0007, 0.0001
O, 2.796, 4.6766, -10.3813, -0.0121, -0.0079, 0.0215
O, 9.1648, 10.281, 22.2599, 0.0012, -0.0082, 0.0112
O, 9.8207, 6.1672, 0.1149, 0.0133, 0.0109, -0.0377
O, 8.9853, 12.6779, -3.1693, 0.0024, -0.0026, -0.0026
O, 6.5391, 4.9006, -5.4125, 0.0048, 0.0049, 0.0167
O, 11.8251, 13.5474, 18.977, 0.0111, 0.017, -0.0072
O, 10.4391, 7.2871, 17.4416, -0.0305, 0.012, -0.0128
O, 5.7753, 4.5767, -7.9434, -0.0036, -0.0098, 0.0236
O, 2.5263, 7.8025, 21.0726, -0.0067, 0.0043, 0.0135
O, 1.6355, 13.3764, -1.695, -0.007, -0.0117, -0.0356
O, 2.7819, 13.4296, -4.0442, 0.0003, -0.007, 0.0024
O, 2.6947, 10.6182, 23.4695, -0.0042, 0.0032, 0.0183
O, 5.4795, 4.5334, 19.9613, 0.0084, 0.0011, -0.001
O, 7.3871, 13.0046, 16.7014, 0.0007, -0.0098, -0.023
O, 11.9022, 4.8917, -0.8266, -0.0001, 0.0132, -0.0153
O, 2.6761, 12.0786, 17.3159, 0.0138, 0.0071, -0.0184
O, 3.1861, 9.0065, -8.2942, 0.0123, -0.0072, 0.0268
O, 9.8567, 2.7993, 16.1951, 0.0191, -0.0092, -0.047
O, 4.7373, 7.0687, 20.011, 0.0207, -0.0126, -0.0024
O, 6.7454, 8.2237, -2.2265, 0.0142, 0.0194, -0.0367
O, 8.0109, 8.4167, 18.078, -0.002, 0.0002, 0.0036
O, 9.27, 13.056, 18.6548, -0.0007, -0.0006, -0.0144
O, 8.7394, 9.0945, 24.5758, -0.0012, 0.0033, 0.0297
O, 6.7397, 9.4397, 22.8467, 0.0051, -0.0003, 0.0113
O, 10.7148, 11.7313, 20.5481, -0.0001, -0.0018, -0.0071
O, 11.4577, 5.2835, 18.7271, 0.0071, -0.0202, 0.0013
O, 9.3976, 13.1385, -5.7037, 0.0093, -0.0036, 0.0089
O, 5.9066, 3.4282, 22.6773, 0.0079, 0.0084, 0.0222
O, 8.2337, 4.4086, 17.5235, -0.0059, 0.0278, -0.012
O, 9.5613, 10.7836, -8.2172, 0.0015, -0.0059, 0.0134
O, 2.932, 4.3282, 19.3755, -0.0087, 0.0085, -0.0071
O, 11.1507, 11.2741, 17.9509, 0.0124, -0.0057, -0.0253
O, 2.4674, 5.043, -4.902, -0.0003, 0.0029, -0.0007
O, 3.5253, 4.1629, -0.9636, -0.0078, -0.0046, -0.0178
O, 7.4654, 9.1151, -4.6832, 0, 0.0024, -0.003
O, 2.1848, 7.1196, 17.7615, 0.006, -0.0004, -0.0145
O, 7.4896, 12.9469, -1.0906, 0.0161, -0.0222, -0.0388
O, 10.1901, 12.2688, -10.3065, -0.0115, -0.0083, 0.0267
O, 3.0543, 12.9046, -10.1318, -0.002, 0.0071, 0.0177
O, 4.7271, 12.7713, -8.2032, 0.0131, 0.0106, 0.0381
O, 1.8679, 2.9838, -6.4599, 0.0001, -0.0007, 0.0124
O, 7.4557, 10.7038, -2.4922, 0.0003, -0.0022, -0.0123
O, 4.3513, 3.6066, -5.9095, -0.005, 0.0015, 0.0104
O, 1.4171, 13.0011, 23.5972, 0.0017, 0.0014, 0.0163
O, 9.3609, 5.3423, 21.211, -0.0059, 0.005, 0.0069
O, 1.8534, 4.6108, 24.4151, 0.0108, 0.0036, 0.0273
O, 7.7434, 11.4359, -10.0007, -0.0026, 0.0004, 0.0231
O, 11.8923, 5.4213, 16.1591, 0.0093, -0.0237, -0.0451
O, 11.1127, 3.1125, -3.852, -0.0053, -0.0014, 0.0073
O, 8.4325, 4.0083, 0.516, -0.0059, -0.0088, -0.0205
O, 6.6731, 9.0097, -9.6845, -0.0187, 0.0206, 0.0278
O, 9.1715, 8.3276, -9.1453, 0.0134, 0.0102, 0.0287
O, 11.8013, 4.1923, 21.0597, -0.0158, 0.0011, 0.0127
O, 7.2159, 10.8803, 18.0805, -0.0013, 0.0029, -0.0228
O, 5.5128, 13.5493, -10.7252, -0.0008, -0.0084, 0.0294
O, 1.4963, 8.3687, 23.4992, 0.0158, 0.0072, 0.0273
O, 8.7999, 13.2655, -8.3296, -0.0013, 0.0226, 0.0274
O, 4.8371, 11.4637, -5.8365, -0.0019, -0.0007, 0.0135
O, 5.8609, 11.6929, 21.8625, -0.0035, 0.0087, 0.007
O, 7.1257, 6.4447, 20.6503, 0.0112, 0.0055, 0.0168
O, 11.8947, 11.5048, -3.4464, -0.0045, -0.0014, -0.0062
O, 4.0213, 12.7992, 23.4721, -0.0104, 0.0013, 0.021
O, 9.2685, 9.9307, 19.6243, -0.003, -0.003, 0.0032
O, 1.7177, 7.7008, -10.1146, -0.0048, 0.0063, 0.025
O, 5.1335, 5.9558, 23.4728, -0.0091, 0.0086, 0.0178
O, 1.906, 10.3014, -10.1997, -0.0035, -0.006, 0.0159
O, 11.7988, 5.3642, -7.0022, 0.0009, 0.0038, 0.015
O, 4.6211, 2.7361, 18.2239, -0.0093, -0.0104, -0.0282
O, 2.6718, 7.2169, -6.4276, -0.0098, -0.015, 0.0178
O, 12.1029, 7.4002, -0.0325, -0.0167, -0.0127, -0.0346
O, 7.6026, 5.3772, 23.1021, -0.0034, -0.003, 0.015
O, 11.3874, 6.5434, 22.1235, -0.0025, -0.0182, 0.0107
O, 11.2248, 9.1236, 21.2055, -0.0018, -0.0025, 0.0027
O, 5.2789, 9.907, -3.7133, -0.0016, 0.0006, -0.0059
O, 10.5251, 4.1775, 23.2407, 0.0092, -0.0141, 0.0272
O, 5.1129, 11.0661, -10.0895, 0.0059, 0.0014, 0.0294
O, 8.6586, 7.6733, 22.3662, 0.0026, -0.0088, 0.0039
O, 8.6886, 4.5581, -6.793, 0.0044, -0.0019, 0.0042
O, 7.2175, 6.5701, -8.9295, -0.0092, -0.0097, 0.0133
O, 4.5111, 9.4461, 21.3257, 0.0037, -0.002, 0.0045
O, 4.0965, 8.369, 23.9703, 0.0001, -0.0058, 0.0161
O, 11.4819, 9.0538, -8.1559, -0.022, -0.0026, 0.0237
O, 5.178, 5.7251, -10.2811, 0.0045, 0.0032, 0.028
O, 6.4826, 10.8947, -7.8039, 0.0005, 0.0086, 0.0326
O, 12.0102, 3.443, -8.9149, -0.0229, 0.0035, 0.0392
O, 9.7836, 8.5304, -3.9237, -0.0002, 0.0019, -0.0057
O, 8.4181, 6.7155, -5.2582, 0.0042, -0.0016, 0.0036
O, 2.9063, 10.1788, -4.6087, -0.0078, -0.0003, 0.0005
O, 6.5496, 13.3358, -6.5196, -0.0063, -0.0023, 0.0019
O, 5.1352, 11.7051, 16.548, -0.0041, 0.0034, 0.0063
O, 2.8159, 10.5299, -1.9052, -0.0169, 0.0054, -0.0339
O, 11.5262, 6.8791, -4.8118, 0.0016, -0.0005, -0.0025

Results
free energy: -156562.881 eV
free energy less fixed offsets of O -570.45, Si -639.56 eV per atom: -5.391 eV

The program warned: the cutoff lies below the one the program advises for these potential files; the forces do not sum to zero within the program's tolerance; empty levels may hold ghost states of the PAW files; the exchange-correlation potential is rough where the density is thin.
